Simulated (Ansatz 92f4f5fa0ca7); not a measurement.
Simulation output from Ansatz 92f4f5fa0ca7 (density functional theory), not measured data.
Periodic cell of 236 atoms, Si145O89B2, from a study of silicon, its oxide and their interface. The atomic structure is a simulated model.

Settings: functional PBE; potential files Ansatz PAW; basis plane waves; wave-function cutoff 700 eV; density cutoff ratio 5; exchange-correlation grid ratio 1; k mesh 2 x 2 x 1, shifted by 0.5 0.5 0.5 of a step; self-consistency stop 5e-08 eV per atom in the density residual; occupations fixed; spin none; net charge 0.

Cell vectors (angstrom)
a	11.6015	0	0
b	0	10.938	0
c	0	0	32.0622

Atoms: element, x, y, z (angstrom)
Si	-0.2179	-0.0697	23.241
Si	3.6477	0.2309	23.2178
Si	7.5356	-0.106	23.442
Si	1.6434	1.4025	23.4098
Si	5.7154	1.4389	23.2189
Si	9.4348	1.2431	23.3493
Si	0.1667	5.3741	23.4283
Si	4.1084	5.353	23.4577
Si	8.0563	5.6135	23.5576
Si	2.1675	6.6573	23.3416
Si	5.9894	6.7724	23.5084
Si	9.9978	6.9103	23.589
Si	1.8722	2.7054	25.3693
Si	5.8174	2.677	25.2759
Si	9.6417	2.7014	25.2545
Si	11.5862	4.0668	25.3703
Si	3.8753	3.993	25.3477
Si	7.744	4.0879	25.3358
Si	1.9622	8.1828	25.1934
Si	5.7846	8.1897	25.3775
Si	9.7099	8.2968	25.4278
Si	11.6322	9.5931	25.2562
Si	3.865	9.606	25.1279
Si	7.6902	9.5517	25.4061
Si	11.6493	0.0081	27.2071
Si	3.8949	-0.0332	27.1535
Si	7.7613	0.0067	27.2858
Si	1.9767	1.3384	27.2666
Si	5.8249	1.3366	27.2202
Si	9.7004	1.3523	27.2068
Si	11.5827	5.4943	27.2425
Si	3.8382	5.4394	27.231
Si	7.7135	5.4688	27.255
Si	1.9296	6.8442	27.1771
Si	5.7599	6.8061	27.275
Si	9.6473	6.8364	27.2752
Si	1.9412	2.7333	29.1736
Si	5.7944	2.7229	29.1496
Si	9.6808	2.7329	29.1474
Si	0.0094	4.1067	29.1617
Si	3.8642	4.0951	29.173
Si	7.7327	4.0876	29.1703
Si	1.9381	8.1933	29.1392
Si	5.7917	8.1995	29.1777
Si	9.6715	8.2127	29.1862
Si	0.0093	9.5701	29.146
Si	3.8676	9.5712	29.1342
Si	7.733	9.5566	29.1876
Si	0	0	31.0965
Si	3.8672	0	31.0965
Si	7.7343	0	31.0965
Si	1.9336	1.3673	31.0965
Si	5.8008	1.3673	31.0965
Si	9.6679	1.3673	31.0965
Si	0	5.469	31.0965
Si	3.8672	5.469	31.0965
Si	7.7343	5.469	31.0965
Si	1.9336	6.8362	31.0965
Si	5.8008	6.8362	31.0965
Si	9.6679	6.8362	31.0965
Si	1.9336	2.7345	0.9679
Si	5.8008	2.7345	0.9679
Si	9.6679	2.7345	0.9679
Si	0	4.1018	0.9679
Si	3.8672	4.1018	0.9679
Si	7.7343	4.1018	0.9679
Si	1.9336	8.2035	0.9679
Si	5.8008	8.2035	0.9679
Si	9.6679	8.2035	0.9679
Si	0	9.5708	0.9679
Si	3.8672	9.5708	0.9679
Si	7.7343	9.5708	0.9679
Si	11.6172	0.0173	2.9013
Si	3.8675	-0.0012	2.9196
Si	7.7545	-0.0004	2.9
Si	1.9461	1.3814	2.9155
Si	5.8232	1.3387	2.8568
Si	9.6696	1.3714	2.9186
Si	11.5775	5.4887	2.8758
Si	3.8893	5.4771	2.9067
Si	7.7528	5.4989	2.8873
Si	1.9276	6.8034	2.8726
Si	5.8227	6.8414	2.8875
Si	9.6717	6.8879	2.9411
Si	1.9311	2.8046	4.8205
Si	5.8502	2.7043	4.7559
Si	9.6152	2.7689	4.8438
Si	11.5576	4.1047	4.7776
Si	3.9319	4.0744	4.8164
Si	7.7343	4.1791	4.8371
Si	1.9103	8.1298	4.8096
Si	5.8351	8.2267	4.7978
Si	9.6782	8.2955	4.889
Si	11.651	9.6278	4.8578
Si	3.8444	9.4592	4.7918
Si	7.7445	9.6575	4.8908
Si	11.6301	0.1934	6.7433
Si	3.7805	-0.0877	6.6598
Si	7.7365	0.0408	6.9182
Si	2.0764	1.4742	6.7585
Si	5.7342	1.2537	6.6327
Si	9.6889	1.4924	6.8511
Si	11.549	5.4691	6.6895
Si	3.9964	5.395	6.7875
Si	7.7582	5.6007	6.787
Si	1.9946	6.6124	6.6507
Si	5.8354	6.9239	6.753
Si	9.7618	6.991	6.8786
O	9.9873	7.9335	8.2622
O	7.6564	9.9179	8.2244
O	7.4879	4.5313	8.0442
O	3.3977	10.285	8.1995
O	2.0602	7.4822	8.0496
O	4.021	4.5445	8.2422
O	9.9066	2.384	8.2545
O	2.6287	2.2987	8.1361
O	11.4319	4.5577	8.072
O	5.3736	2.3104	7.8568
O	5.8342	7.9389	8.0823
O	11.3866	10.2297	8.0999
O	11.2384	10.0629	21.7677
O	3.1721	10.6377	21.6951
O	5.8105	7.7473	22.1744
O	4.1861	4.4987	22.0143
O	7.6606	9.7206	22.1804
O	10.1676	7.6914	22.1304
O	1.5589	2.3673	22.0578
O	5.92	2.4956	21.9217
O	8.5567	4.8131	22.1798
O	-0.0797	4.4625	22.0433
O	2.4255	7.4399	21.8988
O	9.1199	1.924	21.8657
Si	1.9017	7.7191	9.6275
B	4.9643	1.0427	18.4638
Si	2.46	5.4357	14.0041
Si	10.5044	3.7561	14.1295
Si	8.144	2.3044	15.2758
Si	9.482	2.266	20.3183
Si	10.5748	3.632	9.0926
Si	0.0516	2.3172	11.5832
Si	10.939	8.1281	15.3688
Si	5.1444	6.8362	13.8223
Si	5.7895	2.5585	11.1237
Si	8.5222	7.7049	19.2964
Si	8.1201	4.9121	20.617
B	6.3886	9.1453	14.5458
Si	2.111	7.6961	20.3206
Si	1.9344	4.9437	18.7994
Si	4.5261	3.5394	18.0575
Si	8.4159	9.0062	16.7182
Si	0.825	9.452	13.2715
Si	9.9675	10.6638	11.6267
Si	5.3541	3.809	21.1052
Si	0.5434	5.4718	16.2594
Si	10.7968	9.0997	9.0957
Si	6.5529	8.8976	21.2995
Si	7.0641	6.9787	11.3627
Si	2.6767	0.6922	12.2053
Si	10.8221	8.6671	21.0006
Si	5.9494	4.2578	15.5721
Si	7.1237	0.3789	12.9194
Si	4.0728	2.9426	8.6119
Si	0.8075	6.694	11.9028
Si	6.5831	9.0078	9.0731
Si	0.6283	3.3098	21.1154
Si	9.7186	6.4418	12.9191
Si	7.7426	4.4261	9.6501
Si	3.9235	10.1564	20.3248
Si	4.2676	2.9972	13.5176
Si	3.8515	9.9542	9.7387
Si	7.8467	0.7973	18.1165
O	11.4585	3.1118	12.9846
O	9.3584	4.4249	9.8552
O	8.6947	3.6107	19.8465
O	3.9994	0.3144	19.1242
O	11.2824	4.4019	15.3995
O	9.8725	9.784	10.2514
O	3.7538	1.5057	13.1223
O	0.5822	9.0293	14.8262
O	6.3176	0.8914	18.6874
O	4.795	3.3645	19.6586
O	6.2594	1.1076	11.7324
O	0.5207	8.5555	9.8584
O	5.6137	4.3969	17.1735
O	8.3028	6.9941	12.3972
O	4.4287	2.6319	10.1834
O	2.0281	5.5501	15.5692
O	3.3651	0.0429	10.8869
O	5.7335	6.9781	12.3012
O	2.3701	6.4068	19.3676
O	0.6434	5.0044	17.8122
O	8.4968	10.7221	12.2945
O	5.472	9.9987	9.7238
O	0.5444	8.1106	20.2334
O	9.6595	2.5088	14.7431
O	2.0329	10.5244	13.2059
O	9.9353	9.1277	16.1535
O	6.2848	10.0483	13.5191
O	7.3762	1.3919	14.1696
O	1.6339	3.9799	20.0536
O	5.7838	5.629	14.7198
O	7.4219	9.1342	15.4456
O	1.5177	1.6536	11.6268
O	7.2399	8.243	10.3489
O	4.51	1.9849	17.5592
O	7.0748	3.082	10.2721
O	11.4747	6.9517	16.3446
O	8.0827	10.1865	17.7547
O	3.2391	8.4939	10.1301
O	7.4878	3.7896	15.3817
O	3.1215	4.3124	17.897
O	2.9785	3.9687	13.5673
O	1.2868	8.1544	12.4263
O	1.1316	5.6475	13.0948
O	5.3998	8.2007	14.6546
O	11.1047	2.4669	20.2727
O	11.0241	10.0254	12.6794
O	5.383	3.4912	12.4118
O	4.9657	3.0797	14.9847
O	6.4884	4.9245	20.7105
O	8.0997	1.6639	16.7658
O	10.4516	1.2467	11.3211
O	10.7962	6.5746	11.6893
O	3.1249	8.853	19.7701
O	1.6686	6.3765	10.5437
O	7.1453	8.2322	19.962
O	8.343	7.6613	17.6644
O	3.5506	6.5872	13.6778
O	9.5662	4.9004	13.428
O	5.4517	9.9568	20.8071
O	10.1519	7.4209	14.1342
O	8.7416	6.1805	19.8242
O	7.048	5.6616	10.4232
O	8.9449	1.1382	19.2771
O	11.6366	3.257	10.2581
O	9.7235	8.7115	19.7882

Results
free energy: -143123.812 eV
free energy less fixed offsets of B -155.45, O -569.03, Si -635.61 eV per atom: -5.792 eV

Forces (eV/angstrom), in the order of the atoms: element, x, y, z
Si	-0.0066	-0.0423	-0.0121
Si	-0.044	-0.0433	0.0016
Si	0.0441	-0.0524	-0.0615
Si	-0.0385	0.0308	-0.0335
Si	0.0688	0.0567	0.003
Si	-0.0218	0.0524	-0.0333
Si	-0.0891	-0.0323	-0.0273
Si	-0.021	-0.008	-0.063
Si	0.0612	-0.0537	-0.0001
Si	0.0126	0.0527	0.0038
Si	-0.0821	0.0359	-0.0191
Si	-0.0029	0.0177	-0.0735
Si	0.0027	-0.0564	-0.0013
Si	0.0525	-0.0664	-0.0162
Si	0.0177	-0.0908	-0.0235
Si	0.0153	0.0645	-0.0063
Si	-0.0025	0.0645	0.0162
Si	-0.0202	0.0821	-0.004
Si	-0.0109	-0.0865	0.0118
Si	-0.0185	-0.0745	-0.0087
Si	0.0211	-0.0556	0
Si	0.04	0.0666	-0.007
Si	0.0304	0.0938	-0.0026
Si	-0.0158	0.0516	-0.0143
Si	-0.0172	-0.0524	0.0034
Si	-0.0228	-0.0409	0.0149
Si	-0.0177	-0.0321	-0.0017
Si	-0.0148	0.0446	0.0019
Si	-0.0215	0.043	0.0123
Si	-0.0152	0.0374	0.0192
Si	0.019	-0.0463	0.0095
Si	-0.0036	-0.038	-0.001
Si	0.0148	-0.0407	0.0038
Si	0.026	0.044	0.0085
Si	0.008	0.0469	0.0002
Si	-0.0049	0.0323	-0.0066
Si	0.0052	-0.0304	0.0051
Si	-0.002	-0.0272	0.0047
Si	0.0014	-0.0305	0.0002
Si	-0.0031	0.0265	0.0098
Si	-0.002	0.0262	0.0038
Si	-0.0003	0.0258	0.0066
Si	0.004	-0.0265	0.0083
Si	-0.0093	-0.023	0.0063
Si	-0.0006	-0.0258	0.0081
Si	0.0031	0.0286	0.006
Si	-0.0005	0.0252	0.0012
Si	0.0052	0.0256	0.0057
Si	0.0327	-0.0358	-0.0925
Si	-0.0098	-0.0111	-0.156
Si	-0.0262	0.0251	0.1132
Si	-0.0177	-0.0143	0.0712
Si	0.0053	0.0468	-0.0775
Si	0.0186	-0.0069	-0.0791
Si	0.017	-0.039	0.0104
Si	0.0205	0.014	0.0453
Si	-0.0069	-0.0579	0.0047
Si	0.0053	0.0374	-0.1243
Si	-0.0244	-0.01	0.1014
Si	0.0412	-0.065	0.1303
Si	0.0352	0.0011	0.0806
Si	-0.0284	-0.008	-0.1788
Si	0.0212	-0.0091	0.0658
Si	-0.0941	0.023	-0.0925
Si	0.0338	0.0342	0.0532
Si	0.0757	0.0684	0.0335
Si	0.0158	-0.0122	-0.0609
Si	0.0183	0.0329	-0.0699
Si	-0.0227	0.0475	0.0872
Si	-0.0119	0.0588	0.024
Si	-0.0124	0.0142	0.0637
Si	0.0558	-0.0225	0.0279
Si	0.0108	-0.0521	-0.0144
Si	-0.0164	-0.0534	-0.0051
Si	0.0039	-0.0449	0.0026
Si	-0.0197	0.0409	0.0038
Si	0.0055	0.0501	-0.0074
Si	-0.0224	0.0509	-0.0131
Si	-0.0153	-0.0494	0.0014
Si	0.0129	-0.0381	-0.0091
Si	0.0065	-0.0486	-0.005
Si	-0.0081	0.0504	0.0004
Si	-0.0157	0.0399	0.0054
Si	-0.0019	0.0307	-0.0008
Si	0.0087	-0.0484	-0.0012
Si	0.0376	-0.0854	0.0233
Si	-0.0048	-0.0823	0.0034
Si	0.0025	0.0708	-0.007
Si	0.0244	0.0685	0.0099
Si	0.0055	0.0896	0.0163
Si	-0.011	-0.0653	0.0152
Si	0.0502	-0.0526	-0.0099
Si	-0.0004	-0.0906	-0.0107
Si	0.045	0.0945	0.0149
Si	-0.035	0.0716	-0.0037
Si	-0.0054	0.0579	0.0106
Si	-0.001	-0.0489	-0.0031
Si	-0.0383	0.0179	0.0908
Si	0.0306	-0.0478	0.0002
Si	0.0448	0.016	0.003
Si	-0.1295	0.0535	-0.0062
Si	-0.0169	0.0009	0.0631
Si	-0.0386	-0.0449	0.0564
Si	0.0637	-0.0254	0.0515
Si	-0.0154	-0.094	-0.0042
Si	-0.035	0.0795	-0.0002
Si	-0.0656	0.0459	0.0628
Si	0.0031	0.0477	0.0477
O	-0.0078	0.0091	-0.0312
O	-0.0132	-0.0121	-0.0224
O	0.0397	-0.0011	0.0044
O	0.0504	-0.0428	0.0179
O	-0.006	0.0077	0.0028
O	-0.0047	-0.0057	-0.0442
O	-0.0143	0.0455	-0.0063
O	-0.0072	0.0163	-0.0296
O	0.0061	-0.0211	-0.0132
O	-0.0087	0.0106	-0.0109
O	0.0187	0.014	-0.025
O	0.0289	-0.0356	-0.0026
O	0.0047	-0.0101	0.0358
O	0.058	-0.0316	-0.0161
O	0.0475	0.0171	0.0133
O	0.033	-0.0305	0.0007
O	-0.0425	-0.0093	0.0174
O	0.0115	0.0421	-0.0075
O	-0.0272	0.0266	-0.0052
O	-0.0311	0.0038	0.0234
O	-0.0535	-0.0176	-0.0192
O	0.0433	-0.0107	0.021
O	-0.0311	0.012	-0.0037
O	0.0376	0.0129	-0.008
Si	0.0073	-0.0026	-0.0032
B	-0.0157	-0.0209	0.0278
Si	0.0041	-0.0142	0.0027
Si	-0.0046	-0.0098	0.0016
Si	-0.0028	-0.0047	0.0047
Si	-0.0052	0.0012	-0.0084
Si	-0.003	0.0018	-0.0047
Si	-0.0009	0.0021	0.0014
Si	-0.0054	0.0039	0.0075
Si	-0.0043	0.005	-0.0008
Si	0.0003	-0.0047	0.0038
Si	-0.0082	-0.0005	-0.0102
Si	-0.0074	-0.007	0.0113
B	-0.0329	-0.0165	-0.0004
Si	0.0105	0.0144	-0.0135
Si	0.0029	0.002	-0.0075
Si	0.0013	0.0012	-0.0186
Si	-0.0039	0.0048	-0.0115
Si	0.008	0.0033	0.0045
Si	-0.0141	0.004	0.0046
Si	-0.009	0.0337	-0.006
Si	-0.0001	-0.0029	0.0049
Si	0.0175	0.0169	0.0056
Si	-0.0166	0.0083	-0.0025
Si	-0.0019	0.0011	0.0051
Si	0.0067	-0.0051	-0.0018
Si	-0.0089	-0.0272	-0.0043
Si	-0.0027	-0.0062	0.0014
Si	-0.0143	-0.0063	0.0075
Si	0.0134	-0.0078	0.0123
Si	0.0067	-0.0038	-0.0085
Si	-0.0057	0.0108	0.0124
Si	0.0017	-0.0205	-0.0016
Si	-0.009	0.0015	-0.0023
Si	-0.0058	-0.0102	0.0088
Si	0.0108	0.009	0.004
Si	-0.0017	0.0133	0.0057
Si	-0.0008	0.001	-0.015
Si	-0.0167	-0.0077	-0.0048
O	-0.0165	-0.0087	-0.0158
O	-0.0094	-0.0112	-0.0199
O	0.0012	-0.0025	0.0234
O	0.016	-0.0034	-0.0146
O	0.0047	0.0151	0.0011
O	0.0236	0.0035	0.0022
O	-0.0148	0.0221	-0.0133
O	-0.0179	-0.0143	-0.0207
O	0.0428	0.0038	-0.0272
O	0.0004	0.0032	0.0236
O	0.0165	0.0097	0.0166
O	-0.0048	-0.0107	-0.0126
O	-0.0105	-0.0279	-0.0116
O	-0.0019	-0.0195	-0.0175
O	0.0133	0.0134	-0.0068
O	-0.0244	-0.0046	-0.0388
O	-0.0025	-0.0108	0.0102
O	0.0106	-0.0031	0.0103
O	-0.0218	-0.0047	0.0143
O	0.0192	0.0029	-0.0097
O	0.0082	0.0146	0.0023
O	0.0027	-0.0265	-0.0149
O	0.018	0.0009	0.0249
O	-0.0123	0.0152	-0.0013
O	-0.0192	0.0027	-0.0212
O	-0.0073	-0.0263	-0.0029
O	0.0231	0.0288	-0.0153
O	0.0107	-0.0019	-0.0031
O	-0.0119	0.0108	-0.0008
O	-0.0171	-0.011	-0.005
O	0.031	-0.0007	0.0352
O	-0.008	-0.0077	0.0136
O	-0.0103	-0.0154	-0.0153
O	-0.0051	0.0188	-0.0071
O	-0.0093	0.0187	-0.0034
O	0.005	-0.0049	-0.0311
O	0.0045	0.0167	-0.0203
O	-0.0117	0.0098	-0.0122
O	-0.0209	-0.026	0.0007
O	0.0034	-0.0037	0.0298
O	0.0191	0.0253	0.0139
O	-0.0282	-0.0056	-0.0008
O	0.0245	0.0228	0.0002
O	0.0081	-0.0145	-0.0168
O	-0.0022	0.0187	0.0224
O	0.0074	-0.0069	-0.0079
O	-0.0204	-0.0315	0.0175
O	0.0093	0.0328	-0.0301
O	0.0118	-0.0254	-0.0045
O	-0.0106	-0.0075	0.007
O	0.0127	-0.0095	0.0153
O	-0.0023	-0.0011	0.0301
O	-0.0157	-0.0052	0.022
O	-0.0115	0.0224	0.018
O	0.0228	-0.0013	0.0041
O	0.0023	0.0142	0.0189
O	-0.0051	-0.034	0.0103
O	0.0289	0.0137	0.002
O	-0.0082	-0.0312	-0.0107
O	0.0168	-0.0075	0.0007
O	-0.0085	0.0099	0.0089
O	0.0228	-0.0034	-0.0056
O	-0.0055	0.0182	0.0057
O	-0.0188	-0.0092	0.0106
O	-0.0165	-0.0169	0.0081

The program warned: the cutoff lies below the one the program advises for these potential files; the forces do not sum to zero within the program's tolerance; the exchange-correlation potential is rough where the density is thin.
